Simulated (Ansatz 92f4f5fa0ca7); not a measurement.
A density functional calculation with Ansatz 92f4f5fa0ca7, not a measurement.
Periodic cell of 442 atoms, Si288O154, from a study of silicon, its oxide and their interface. The atomic structure is a simulated model.
Doubt: the cutoff is far below the 930 eV that the study's wrapper takes by default for these files, so forces and energies are approximate.
This geometry differs little from another in the collection (a relaxation step or a small displacement).

Settings
functional: PBE
potential files: Ansatz PAW
basis: plane waves
wave-function cutoff: 580 eV
density cutoff ratio: 5
exchange-correlation grid ratio: 1
k mesh: 1 x 1 x 1, Gamma-centred
self-consistency stop: 5e-08 eV per atom in the density residual
occupations: fixed
spin: none
net charge: 0

Cell vectors (angstrom)
a	15.4687	0	0
b	0	15.4687	0
c	-6.1556	-0.6859	33.4289

Atoms and the computed forces on them: element, x, y, z (angstrom), force x, y, z (eV/angstrom)
Si	-6.1938	-0.9942	24.4947	0.0032	-0.17	-0.0183
Si	-6.0916	3.5371	24.6914	-0.0466	0.1636	-0.1391
Si	-6.1054	6.678	24.5804	0.0304	-0.1226	-0.0616
Si	-6.1213	-4.1401	24.6751	0.0633	0.1682	-0.0428
Si	-2.2767	-1.2635	24.6722	-0.0655	-0.013	-0.1078
Si	-2.152	3.4162	24.6603	-0.0759	0.0751	0.0171
Si	-2.2715	6.5783	24.5541	-0.0646	-0.1346	-0.0535
Si	-2.4328	-3.7676	24.4332	0.0673	-0.0127	-0.0059
Si	1.5036	-0.359	24.6427	-0.0248	0.1415	0.0462
Si	1.5853	2.8219	24.5818	0.008	-0.1118	-0.0026
Si	1.5201	7.4059	24.6482	-0.0002	0.1402	-0.0835
Si	1.6642	-4.8906	24.6108	0.0105	-0.1425	0.0183
Si	-10.0941	-1.0505	24.6251	0.0518	-0.1509	0.0538
Si	-9.8742	3.4735	24.5628	0.0625	0.1825	-0.1318
Si	-10.093	6.6427	24.5535	0.0143	-0.1281	-0.041
Si	-10.1423	-4.214	24.6052	0.0057	0.1186	0.0362
Si	-4.253	-0.7096	25.8646	0.0703	0.0209	0.0429
Si	-4.1438	3.2123	25.9408	0.107	0.0272	0.0663
Si	-4.1846	6.9977	25.8961	0.0195	-0.071	0.0553
Si	-4.1734	-4.4096	25.9407	0.0334	0	0.0266
Si	-0.3965	-0.7156	25.991	-0.022	0.0819	0.0023
Si	-0.2695	3.1825	26.0061	0.0116	0.0223	0.0352
Si	-0.4046	7.07	25.9295	0.0252	0.0067	0.0594
Si	-0.43	-4.4896	25.6919	-0.1295	-0.0139	-0.0391
Si	3.4536	-0.7127	25.9419	0.0156	-0.0257	0.0368
Si	3.5868	3.1259	25.8117	-0.0544	-0.0508	0.0885
Si	3.4837	6.9939	25.9096	0.0124	-0.0384	0.0691
Si	3.4982	-4.5866	26.0379	-0.0073	-0.0265	0.0441
Si	-8.1104	-0.7069	25.8765	-0.0027	-0.0601	0.0001
Si	-8.0291	3.25	25.9881	-0.0128	0.0522	0.0626
Si	-8.1033	7.0298	25.8218	-0.0206	-0.0347	0.0504
Si	-8.1305	-4.5099	25.8608	-0.0466	0.0364	0.0211
Si	-4.2115	1.2407	27.2354	-0.0386	-0.0211	-0.0063
Si	-4.1781	5.1242	27.3545	-0.0657	-0.0034	-0.1511
Si	-4.1875	9.0087	27.1825	-0.0066	0.0358	0.042
Si	-4.2401	-2.5558	27.3668	-0.0968	0.0037	-0.0621
Si	-0.3999	1.2401	27.3335	0.0862	-0.041	-0.0271
Si	-0.2921	5.1447	27.3216	-0.0431	-0.0146	-0.0333
Si	-0.4463	9.0589	27.1935	0.0636	0.0383	-0.0149
Si	-0.3327	-2.6753	27.2658	0.0431	-0.0099	0.0322
Si	3.5541	1.2392	27.2712	-0.0334	0.0117	-0.07
Si	3.4875	5.0471	27.2507	0.0332	0.0308	-0.0352
Si	3.5612	8.9139	27.3173	-0.0585	0.0387	-0.0375
Si	3.4414	-2.6273	27.3434	0.0628	0.0123	-0.0625
Si	-8.0835	1.2448	27.2396	-0.0114	-0.0054	0.0136
Si	-8.0771	5.1755	27.3371	0.0271	-0.0107	-0.1146
Si	-8.095	8.9848	27.1871	-0.004	-0.0027	0.0076
Si	-8.1122	-2.6135	27.3067	0.022	-0.0001	-0.1243
Si	-6.1515	1.2412	28.6104	0.0213	0.0198	0.0198
Si	-6.1379	5.1311	28.6796	0.0054	0.0127	0.0297
Si	-6.1453	8.9918	28.5599	0.0221	-0.0126	0.0145
Si	-6.1885	-2.6156	28.6857	0.0393	0.0139	0.011
Si	-2.3181	1.2537	28.6719	-0.0512	-0.005	0.015
Si	-2.2441	5.1296	28.6727	0.0466	-0.0071	0.0359
Si	-2.3081	9.0159	28.634	-0.0341	-0.0222	-0.0106
Si	-2.2722	-2.5991	28.6441	0.0414	-0.0199	0.0629
Si	1.5916	1.2344	28.6284	-0.0338	0.0128	0.0169
Si	1.6094	5.1	28.6799	0.0185	0.0091	0.0068
Si	1.5431	8.9809	28.5778	-0.0088	-0.0224	0.0173
Si	1.545	-2.6513	28.6984	-0.0487	0.0226	0.007
Si	-10.0008	1.2456	28.6447	0.025	-0.0089	-0.0015
Si	-10.0384	5.1171	28.6347	-0.0388	-0.007	0.0294
Si	5.4863	8.9624	28.6517	0.0443	0.0062	0.0077
Si	-10.0491	-2.6114	28.653	-0.0242	-0.0181	0.018
Si	-6.1595	-0.6727	30.0167	-0.0075	0.0048	0.0066
Si	-6.1563	3.1755	30.0054	-0.0052	-0.0305	0.0046
Si	-6.1462	7.0792	30.0009	-0.0226	0.0167	0.0016
Si	-6.1572	-4.5708	29.9998	-0.0001	-0.0156	0.0077
Si	-2.2821	-0.6837	30.0219	0.0007	0.0135	0.019
Si	-2.291	3.1919	30.0234	0.0112	0.0017	0.0174
Si	-2.2824	7.0719	30.0107	0.0028	0.0264	0.0135
Si	-2.2972	-4.5321	30.0113	0.017	0.0044	0.0184
Si	1.5742	-0.6902	30.0151	0.008	0.0068	0.016
Si	1.5771	3.1621	30.0169	0.0078	-0.0327	0.017
Si	1.576	7.0585	29.9981	0.0088	0.0359	0.0174
Si	1.5767	-4.5897	30.0155	-0.0064	-0.0315	0.0161
Si	-10.0224	-0.6844	30.0164	0.0038	0.0114	0.0168
Si	-10.0195	3.1848	30.0064	-0.0027	0.0022	0.012
Si	5.4476	7.0377	30.0176	-0.0009	-0.0046	0.0153
Si	-10.0202	-4.557	30.0069	-0.0028	0.007	0.0119
Si	1.9277	-0.0059	3.4142	0.0045	0.0187	-0.0066
Si	1.9382	3.8396	3.4114	-0.0034	-0.0154	-0.0157
Si	1.9422	7.7366	3.4013	-0.0076	0.0028	-0.0209
Si	1.9445	-3.8526	3.4212	-0.0028	0.0176	-0.0011
Si	5.8013	0.0298	3.4236	-0.0019	0.0076	-0.0024
Si	5.7954	3.8279	3.4172	0.0006	-0.0313	-0.0029
Si	5.7945	7.7571	3.4044	0.0017	0.0091	-0.0137
Si	5.8007	-3.8691	3.4138	-0.0028	-0.0186	-0.008
Si	9.6691	0.0136	3.4182	0.0025	0.012	-0.0148
Si	9.6631	3.8628	3.4244	0.0014	-0.0106	-0.0182
Si	9.6605	7.7367	3.4022	0.0112	-0.0057	-0.0307
Si	9.6573	-3.8518	3.4359	0.0005	0.0047	-0.0133
Si	-1.9314	0.0331	3.423	0.0009	0.0284	0.007
Si	-1.9279	3.8126	3.4186	-0.0031	-0.0341	0.0054
Si	-1.9258	7.7302	3.4017	-0.0169	0.0122	-0.0042
Si	-1.9353	-3.8769	3.401	0.0028	-0.0048	0.0034
Si	1.8781	1.9086	4.7987	-0.0303	0.0068	-0.0199
Si	1.9862	5.7875	4.7239	0.0495	0.0206	-0.02
Si	1.945	9.6687	4.761	-0.02	-0.0188	0.005
Si	1.9888	-1.9145	4.7968	0.0571	-0.0326	-0.0501
Si	5.7835	1.9273	4.8676	0.0036	0.0008	-0.0629
Si	5.7808	5.7936	4.6922	0.0056	0.0141	-0.0071
Si	5.7992	9.6775	4.8004	0.0106	0.0077	-0.0235
Si	5.8007	-1.9178	4.7384	-0.0215	0.0015	0.0023
Si	9.7199	1.9326	4.8104	0.0171	-0.0072	0.0005
Si	9.6208	5.8116	4.7551	-0.069	0.012	-0.0378
Si	9.6579	9.6544	4.7726	0.0176	0.0141	0.0224
Si	9.6095	-1.8953	4.7966	-0.0568	-0.0119	-0.0415
Si	-1.9326	1.9209	4.8952	0.008	0.0068	-0.0322
Si	-1.907	5.7646	4.7011	0.0085	0.004	-0.0435
Si	-1.9282	9.6606	4.7729	0.0063	-0.0073	-0.0086
Si	-1.9368	-1.9219	4.713	0.0298	-0.0005	-0.031
Si	0.0101	1.8899	6.2933	-0.0001	-0.0392	0.0202
Si	0.0542	5.7243	6.0151	-0.0151	0.0314	0.0654
Si	0.0171	9.6285	6.1235	-0.0263	0.059	-0.0033
Si	0.0074	-1.9568	6.0444	-0.0845	-0.0095	0.1204
Si	3.763	1.8854	6.1831	0.0285	-0.05	0.0401
Si	3.9134	5.7932	6.0978	-0.0522	-0.0328	0.0488
Si	3.8517	9.6982	6.1493	0.0283	0.0219	-0.0059
Si	3.9529	-1.8637	6.1799	-0.0082	-0.0022	0.0018
Si	7.8019	1.9346	6.1655	-0.0296	0.0135	0.0233
Si	7.6382	5.8404	6.0892	0.055	-0.0369	0.0233
Si	7.7404	9.6634	6.1622	-0.0452	-0.0112	0.0314
Si	7.6461	-1.8764	6.178	0.033	0.011	0.0284
Si	-3.8627	1.9544	6.3004	0.0106	0.0154	0.0266
Si	-3.8615	5.7699	5.9925	0.0285	0.0027	0.0627
Si	-3.8678	9.6396	6.1208	0.0141	-0.0074	-0.0109
Si	-3.8766	-1.8786	6.043	0.0392	-0.0198	0.1663
Si	0.0563	-0.1573	7.5771	0.0073	0.0044	-0.0065
Si	0.0348	3.927	7.5596	0.0022	-0.0067	0.0336
Si	0.008	7.6288	7.3765	-0.0081	-0.0385	0.0055
Si	0.0376	-3.8732	7.4309	0.0918	0.0084	0.0027
Si	3.8812	0.0129	7.692	0.0122	0.0128	0.0352
Si	3.8134	3.8551	7.4634	-0.0119	0.0823	0.0437
Si	3.8899	7.7293	7.4544	0.0305	-0.0102	0.0234
Si	3.8978	-3.8096	7.5089	-0.005	0.0005	0.0362
Si	7.6485	0.0523	7.6143	0.0067	-0.0318	0.0422
Si	7.7658	3.9244	7.4505	-0.0319	0.0008	0.0098
Si	7.6409	7.7183	7.5418	0.0582	0.0127	0.0208
Si	7.7115	-3.845	7.4939	0.0143	-0.0099	-0.0541
Si	-3.8606	-0.0618	7.5938	-0.0577	-0.0478	0.0056
Si	-3.8478	4.0113	7.5636	-0.0373	-0.0523	-0.0395
Si	-3.836	7.6405	7.3974	-0.0179	0.0133	0.0157
Si	-3.88	-3.8292	7.352	-0.0029	0.0761	-0.0155
Si	1.9635	-0.8682	8.8596	0.0213	0.0313	0.0552
Si	1.9557	4.2886	8.9347	0.012	0.0668	-0.0927
Si	1.9438	7.4415	8.7035	0.0073	-0.1127	0.034
Si	1.9511	-3.358	8.7402	-0.0488	0.0029	0.0389
Si	5.7804	0.9098	8.9527	-0.0527	0.082	-0.0832
Si	5.7868	3.3703	8.6191	0.0413	-0.0441	0.0581
Si	5.697	8.1157	8.945	0.0256	0.1076	-0.0141
Si	5.8218	-4.1214	8.8717	-0.0518	-0.0839	0.0213
Si	-5.86	-0.4291	8.8545	0.0015	-0.0748	-0.1153
Si	-5.8361	4.6883	8.7188	-0.0266	0.0474	0.0987
Si	-5.8005	7.1698	8.5974	-0.0149	-0.0333	0.0874
Si	-5.7737	-3.5863	8.7185	0.029	0.1253	0.0153
Si	-1.8983	-0.5529	8.8643	0.0513	-0.0863	-0.0559
Si	-1.8779	4.6108	8.766	0.0404	0.0107	0.0071
Si	-1.8869	7.1056	8.6539	-0.0498	-0.0109	0.0501
Si	-1.9539	-3.6829	8.6567	-0.0187	0.1734	0.0221
Si	-4.222	-0.6859	31.3802	-0.0011	-0.0135	0.0041
Si	-4.222	3.1813	31.3802	-0.0588	0.003	0.0176
Si	-4.222	7.0485	31.3802	0.033	0.128	-0.0356
Si	-4.222	-4.553	31.3802	-0.0734	-0.0252	-0.0221
Si	-0.3548	-0.6859	31.3802	0.0315	0.1182	0.0918
Si	-0.3548	3.1813	31.3802	-0.0073	-0.091	0.0561
Si	-0.3548	7.0485	31.3802	0.0448	0.0626	-0.0179
Si	-0.3548	-4.553	31.3802	-0.0529	-0.0935	-0.0183
Si	-11.9563	-0.6859	31.3802	-0.0215	0.0157	0.0024
Si	-11.9563	3.1813	31.3802	0.0292	-0.065	-0.0288
Si	3.5124	7.0485	31.3802	-0.0542	0.163	-0.0478
Si	-11.9563	-4.553	31.3802	0.0307	-0.1299	-0.0274
Si	-8.0891	-0.6859	31.3802	-0.0167	0.0625	0.0533
Si	-8.0891	3.1813	31.3802	0.013	-0.0186	-0.0276
Si	-8.0891	7.0485	31.3802	0.0866	0.0004	-0.0499
Si	-8.0891	-4.553	31.3802	0.0176	-0.0646	-0.0554
Si	-4.222	1.2477	32.7474	0.0238	-0.0105	-0.0015
Si	-4.222	5.1149	32.7474	-0.0391	-0.0395	-0.0074
Si	-4.222	-6.4866	32.7474	0.041	-0.0003	0.0109
Si	-4.222	-2.6195	32.7474	-0.0566	0.0233	0.001
Si	-0.3548	1.2477	32.7474	-0.002	-0.0137	0.0245
Si	-0.3548	5.1149	32.7474	-0.0071	-0.0278	-0.0179
Si	-0.3548	-6.4866	32.7474	-0.0101	0.02	0.0204
Si	-0.3548	-2.6195	32.7474	0.0244	0.0168	-0.016
Si	-11.9563	1.2477	32.7474	-0.005	-0.0021	0.011
Si	3.5124	5.1149	32.7474	-0.0212	-0.0356	-0.0196
Si	-11.9563	-6.4866	32.7474	0.0229	-0.0038	0.0265
Si	3.5124	-2.6195	32.7474	-0.0014	0.0362	-0.0097
Si	-8.0891	1.2477	32.7474	-0.0279	-0.0113	0.0247
Si	-8.0891	5.1149	32.7474	0.06	-0.003	-0.009
Si	-8.0891	-6.4866	32.7474	-0.0418	0.0339	0.0146
Si	-8.0891	-2.6195	32.7474	0.0441	-0.005	-0.0146
Si	0	1.9336	0.6857	0.0721	0.0101	-0.0444
Si	0	5.8008	0.6857	-0.0256	0.0176	0.0134
Si	0	-5.8008	0.6857	0.0479	-0.013	-0.0205
Si	0	-1.9336	0.6857	-0.0476	-0.0043	0.0053
Si	3.8672	1.9336	0.6857	0.0062	0.0139	-0.0508
Si	3.8672	5.8008	0.6857	0.0165	0.0199	0.0168
Si	3.8672	-5.8008	0.6857	-0.0116	-0.0177	-0.0288
Si	3.8672	-1.9336	0.6857	0.0114	-0.0207	0.0154
Si	7.7343	1.9336	0.6857	-0.0035	0.0062	-0.0492
Si	7.7343	5.8008	0.6857	-0.0279	0.0223	0.021
Si	7.7343	-5.8008	0.6857	0.0031	0.0032	-0.0272
Si	7.7343	-1.9336	0.6857	-0.0085	-0.0193	0.0224
Si	-3.8672	1.9336	0.6857	-0.0666	-0.0006	-0.0328
Si	11.6015	5.8008	0.6857	0.0377	0.0322	0.0043
Si	-3.8672	-5.8008	0.6857	-0.0428	-0.0077	-0.006
Si	11.6015	-1.9336	0.6857	0.0352	-0.0209	-0.0025
Si	0	0	2.053	-0.0376	0.0529	-0.0473
Si	0	3.8672	2.053	0.0415	-0.1484	-0.0497
Si	0	7.7343	2.053	0.0669	0.0409	-0.1487
Si	0	-3.8672	2.053	0.0851	0.0467	-0.0257
Si	3.8672	0	2.053	0.0048	0.146	0.0045
Si	3.8672	3.8672	2.053	0.0032	-0.2375	-0.0976
Si	3.8672	7.7343	2.053	0.0196	0.1107	-0.2126
Si	3.8672	-3.8672	2.053	0.0339	-0.0484	-0.078
Si	7.7343	0	2.053	-0.0045	0.1953	-0.0027
Si	7.7343	3.8672	2.053	-0.0179	-0.2136	-0.0043
Si	7.7343	7.7343	2.053	-0.0705	0.0722	-0.1474
Si	7.7343	-3.8672	2.053	0.0131	-0.027	-0.0173
Si	-3.8672	0	2.053	0.0244	0.0685	0.0084
Si	-3.8672	3.8672	2.053	-0.023	-0.1116	0.0427
Si	11.6015	7.7343	2.053	0.0016	0.015	-0.0829
Si	-3.8672	-3.8672	2.053	-0.1323	-0.0014	0.0126
Si	-11.3953	3.9592	18.3304	-0.0225	0.0039	0.0063
Si	2.4182	3.1178	11.8749	0.0316	-0.0342	0.0437
Si	1.591	-5.6528	10.8516	0.0024	0.0573	0.0176
Si	-3.8726	2.0045	15.6187	-0.0033	-0.0285	0.0366
Si	5.4642	4.0718	11.6401	0.026	-0.0214	0.0296
Si	5.3757	7.1154	12.0267	0.0174	-0.0231	0.091
Si	3.5875	-1.9776	13.6114	0.0152	0.0093	0.0581
Si	2.9966	8.6608	13.3618	0.0271	-0.0098	0.081
Si	9.321	0.7787	11.7619	-0.0289	0.0208	0.0755
Si	-6.4388	3.3143	17.0351	0.0134	-0.0179	0.034
Si	-9.3879	5.8876	18.9867	-0.0047	0.0151	-0.0103
Si	5.8442	-3.3303	11.8878	-0.0173	-0.0131	0.0824
Si	-2.1556	3.6482	10.9118	0.0043	0.0082	0.0312
Si	-3.4109	5.6032	12.8263	-0.01	0.0054	0.0519
Si	-3.7168	8.6865	12.6931	-0.0242	-0.0145	0.0995
Si	-3.8349	-0.2009	13.4714	-0.0139	0.0211	0.0646
Si	6.9792	9.5551	12.5054	0.0039	-0.0137	0.0921
Si	-2.0981	4.3025	15.0205	-0.009	0.0208	0.0585
Si	-1.5449	9.4332	10.7638	0.0076	0.0093	0.0913
Si	-1.3557	0.8246	11.7205	0.0154	0.0031	0.0325
Si	1.4699	0.4155	18.6218	-0.0118	-0.0024	0.0005
Si	-3.6509	0.8337	18.2399	0.0242	-0.0048	0.0048
Si	-1.5108	8.158	16.7688	-0.0084	-0.0142	0.0329
Si	3.864	-4.5934	15.3014	-0.0069	-0.0091	0.0418
Si	-9.1141	-0.0058	19.7524	-0.025	-0.0044	-0.0586
Si	4.8164	0.518	14.8017	0.0071	-0.0123	0.0325
Si	-5.3516	2.6887	19.9024	0.0016	0.0161	-0.0499
Si	9.499	9.425	10.7812	0.029	-0.0512	0.0127
Si	-5.0801	3.5688	11.487	-0.0436	0.0413	0.0153
Si	0.9238	4.1977	14.4194	0.002	0.0044	0.0647
Si	8.0875	-3.6074	13.8922	-0.0066	-0.0037	0.063
Si	6.3542	1.2745	12.0778	-0.0152	0.004	0.0165
Si	-6.5813	6.1448	17.9984	0.01	-0.0043	0.0285
Si	-8.2081	0.8999	16.8439	-0.0174	-0.0134	0.0284
Si	1.6683	0.0315	11.9851	0.0017	-0.0078	-0.0024
Si	-4.5655	-2.7684	14.7462	-0.0223	0.0163	0.0371
Si	-7.7445	-2.6876	19.0744	-0.0003	-0.0127	-0.0078
Si	2.5231	2.1971	16.2097	0.0083	-0.0081	0.0354
Si	-0.7309	-3.0208	20.5896	-0.0255	-0.004	-0.0458
Si	1.0439	7.2077	15.4294	0.0148	0.018	0.0425
Si	-2.5912	7.5007	21.553	-0.0293	0.0934	-0.097
Si	-2.428	1.0484	22.5594	0.0388	-0.0557	-0.0189
Si	-0.08	6.1762	20.0553	-0.0123	-0.0047	-0.0643
Si	-8.637	-4.1323	16.5274	0.019	0.0016	0.0149
Si	3.0579	-5.0207	18.2167	0.0118	-0.0051	-0.0059
Si	-1.3426	0.0129	19.9088	0.0084	-0.0152	-0.0675
Si	-4.2849	5.4424	19.9526	0.0093	-0.0005	-0.0603
Si	-5.9331	-1.0706	17.1042	0.0056	0.0074	0.0095
Si	-6.5993	-6.4579	22.696	0.0212	-0.0098	-0.085
Si	-5.6441	1.2984	22.4756	-0.0066	-0.0032	-0.0441
Si	-6.4559	-6.2617	17.2674	0.0091	0.0217	0.0256
Si	-5.9896	-4.9956	20.1491	0.0276	0.012	-0.0503
Si	1.4528	-2.7021	22.4623	-0.0422	-0.0095	-0.0667
Si	1.0212	8.2479	18.2605	0.0012	-0.01	0.0009
Si	-3.8204	-5.667	15.5546	-0.017	-0.0388	0.0119
Si	1.894	-2.5585	19.4943	-0.0218	0.0058	-0.0313
Si	-1.9981	5.4085	17.9193	0.009	-0.0102	0.0139
Si	-11.5712	1.3936	20.0336	-0.0032	0.0066	-0.0574
Si	-11.6974	5.8446	20.4637	-0.0085	0	-0.0497
Si	1.5873	5.1522	22.4011	0.0223	0.0016	-0.0553
Si	-10.6197	8.4304	19.676	-0.0072	-0.0223	-0.0568
Si	-3.0992	-4.7992	21.3478	0.0123	-0.0185	-0.0286
Si	-9.9394	1.209	22.3542	-0.0113	0.0092	-0.0422
Si	-9.7078	8.9734	22.6045	-0.005	-0.0125	-0.0665
O	-8.8633	0.8389	21.1541	0.0046	-0.0019	0.0428
O	-10.0672	4.8427	17.9015	0.0025	0.0021	-0.0063
O	1.9158	3.4032	10.334	-0.009	-0.0058	0.0383
O	1.9786	5.9038	9.3628	-0.0082	-0.0166	-0.0239
O	1.9618	-4.1944	10.1984	-0.0084	-0.0343	-0.0608
O	5.6545	4.2378	10.0346	0.0047	-0.0214	-0.0286
O	5.7302	0.762	10.6323	0.023	0.004	0.0326
O	5.4962	7.3673	10.4071	-0.0113	-0.0093	0.0085
O	-9.824	-6.4538	20.9818	-0.0006	0.0093	0.0448
O	5.7144	-5.727	9.2774	-0.0431	-0.0287	-0.0437
O	5.9511	-3.1945	10.2555	0.0072	0.0005	-0.0145
O	9.4793	0.584	10.1504	0.0039	-0.0078	0.026
O	9.6377	-2.0315	9.3437	0.0239	0.0158	-0.0068
O	4.581	-2.4283	12.3821	0.0028	-0.0037	-0.0281
O	-5.1037	-0.2523	12.4496	0.0181	-0.0091	-0.0262
O	-5.6956	7.9996	10.0421	-0.0115	0.0271	-0.0922
O	-1.8377	0.2838	10.2664	-0.0021	0.0168	0.0216
O	-6.5378	4.9465	16.8676	-0.0003	-0.0029	-0.0207
O	-1.7561	7.9634	10.0788	0.0082	0.0017	-0.0608
O	-1.9265	-2.1536	9.32	-0.0246	-0.0832	-0.0151
O	1.95	-0.4004	10.4465	-0.0103	-0.0523	-0.0782
O	1.0475	7.2162	19.5197	-0.0139	-0.0106	0.0246
O	-1.2719	7.0514	20.7252	0.0228	-0.0079	0.0419
O	1.8125	1.0698	17.1647	0.0027	0.007	-0.0119
O	-5.888	-5.6548	18.6691	-0.0099	-0.0032	0.0221
O	-1.9062	4.4327	16.6288	0.0052	0.0091	-0.0119
O	-2.3747	6.9065	17.3786	0.0044	0.0196	-0.0091
O	3.897	7.5023	12.6255	-0.0116	0.0128	-0.0483
O	-1.1271	-1.4537	20.5395	0.0136	0.012	0.0321
O	-5.1619	2.8345	16.1547	0.0015	0.0008	-0.0122
O	-9.5347	2.5097	23.2507	-0.0236	-0.0194	0.0649
O	-10.9491	2.6926	19.2614	-0.0039	-0.0036	0.0254
O	-6.1014	1.6771	20.9486	0.0076	-0.0062	0.0272
O	-2.9448	2.9527	14.6921	0.0002	-0.0125	-0.0359
O	-2.1024	-0.3948	23.2556	-0.0075	0.03	0.1008
O	-2.3769	9.4288	12.1552	0.0235	0.0028	-0.077
O	3.1254	4.9901	19.2017	0.0118	-0.0013	0.0214
O	5.6814	-4.936	12.2258	0.0068	0.0145	-0.0396
O	1.6818	7.5801	16.9032	-0.003	-0.0078	-0.0145
O	-0.0581	-3.2178	22.0746	0.0118	0.0032	0.0425
O	-0.6828	4.1442	14.2671	0.0097	-0.0068	-0.0344
O	-3.0986	4.8844	18.9834	0.0062	0.0051	0.0122
O	-8.1638	-6.4739	23.0946	0.0121	0.0075	0.0311
O	1.2921	5.6219	15.1313	-0.0025	-0.0076	-0.0193
O	-3.9973	1.9823	19.3373	-0.0119	-0.0065	0.0114
O	1.5232	1.2231	24.1147	-0.0146	-0.0197	0.0226
O	4.3349	-1.0359	14.7147	0.0053	-0.001	-0.0151
O	1.4703	3.7559	23.2226	-0.0002	0.0371	0.011
O	-10.3756	-5.1586	23.2611	0.0035	-0.0407	0.0155
O	-1.9813	-4.0356	20.4189	0.0171	0.0178	0.0243
O	2.2679	-2.3604	21.0835	0.0199	0.0042	0.0262
O	-4.3141	0.7198	14.7314	0.013	0.022	-0.0147
O	-1.9406	2.3546	23.4093	0.0076	-0.0293	0.0164
O	-2.5319	-6.0866	16.4623	0.0076	0.0046	-0.0086
O	-9.7041	7.4784	18.6999	-0.002	-0.0008	0.0167
O	-3.7418	8.8043	14.2905	-0.004	0.0163	-0.0455
O	-5.8947	-5.1799	23.4125	-0.0363	-0.018	0.0739
O	-6.1572	-2.5969	24.0358	-0.0372	0.0156	0.0538
O	-2.8489	-4.3214	22.9024	-0.0097	0.0238	0.0195
O	-11.3722	1.5623	21.6425	0.0055	-0.006	0.0365
O	1.287	6.4537	23.3253	0.0124	-0.0246	0.037
O	-6.4397	-6.2504	21.0977	-0.0181	-0.014	0.0404
O	-8.7519	-3.3374	17.9519	0.0012	0.001	0.0094
O	-10.1079	-0.1094	23.2843	-0.0131	0.0356	0.0081
O	-6.1467	2.5261	23.4039	0.0136	0.0015	0.0997
O	-2.9516	-6.418	21.1943	0.0184	-0.0748	0.0624
O	-2.9324	5.5694	14.3914	0.009	-0.0098	-0.0089
O	-2.3319	7.4524	23.1597	0.025	-0.0098	0.0311
O	-6.7612	7.6013	17.2989	-0.0066	-0.0067	-0.0097
O	3.5583	1.4803	15.1788	-0.0026	0.0078	-0.0134
O	1.4394	-1.322	23.3144	0.0114	-0.0312	0.0173
O	3.0127	-3.524	18.8375	0.0116	-0.0057	0.0213
O	5.3648	-4.3403	15.8717	0.0025	-0.002	-0.0146
O	2.3813	-5.783	12.2582	-0.004	-0.0006	-0.0347
O	-8.5787	-1.5446	19.899	0.006	0.0035	0.0255
O	-10.0109	5.0566	24.0457	0.0318	-0.0311	0.0709
O	2.327	-1.1132	12.9801	-0.0134	0.0046	-0.042
O	3.2164	-3.3404	14.4523	0.0056	-0.0074	-0.0239
O	-7.7927	5.7423	19.015	0.006	0.0019	0.0057
O	-0.0009	-5.7383	11.1353	-0.0259	-0.01	-0.0371
O	3.1122	5.3198	21.8389	-0.0064	0.0083	0.0348
O	-5.6191	-4.7142	9.9094	-0.007	-0.0364	0.0065
O	-1.1904	2.4584	11.5366	-0.0029	-0.008	-0.035
O	-6.485	-2.0291	18.2913	-0.0009	0.0019	0.0138
O	-6.1042	5.0913	24.0892	-0.0201	-0.0172	0.058
O	-0.5789	5.3629	18.7239	0.0049	0.0181	0.0352
O	9.6546	-3.1919	13.7653	0.0041	0.0014	-0.0228
O	-11.0662	-5.779	18.7493	-0.015	0.0058	0.0134
O	-3.7117	7.1059	12.3242	0.0071	0.0124	-0.0276
O	-2.1105	-4.8288	9.8272	0.0173	-0.0185	-0.007
O	-2.1867	4.9779	24.0775	0.001	0.0482	0.0347
O	-11.8354	7.471	20.2373	-0.0041	-0.0057	0.0483
O	7.639	-3.2237	15.4212	-0.0071	-0.0006	-0.0184
O	7.848	-5.2345	13.7184	0.0035	0.0101	-0.0307
O	2.0825	-3.9369	23.3171	0.0044	0.0206	0.0205
O	-5.1118	-2.0115	16.0775	0.0029	-0.0019	-0.0081
O	3.9174	9.5339	14.3814	-0.0039	0.0048	-0.0281
O	2.3154	1.2377	19.7463	0.0088	-0.0026	0.0298
O	-4.5634	-4.4022	20.7111	-0.0299	0.0049	0.0272
O	-2.205	4.9411	11.929	-0.0059	0.0066	-0.0353
O	-2.9996	1.501	16.9034	-0.0218	0.0011	-0.01
O	-10.7463	0.058	19.5255	0.0097	0.0007	0.02
O	-10.0715	5.5298	20.4474	-0.0108	0.0063	0.0115
O	-10.132	-2.6304	24.1001	0.0081	0.0275	0.0087
O	2.9344	-4.8955	16.6009	-0.0033	0.0009	-0.0033
O	-7.8454	-5.5349	16.8091	-0.0032	-0.002	-0.0022
O	9.6447	2.3187	12.1934	0.014	-0.0057	-0.0342
O	-0.0953	0.5687	19.021	0.0015	-0.0018	0.0275
O	-5.2795	6.2439	18.9523	-0.0078	0.0031	0.011
O	-3.7863	6.4748	21.1069	-0.0012	-0.0051	0.0462
O	1.3713	2.9435	15.3517	-0.0062	0.0003	-0.0209
O	-4.9649	4.1132	20.6277	-0.0061	-0.0164	0.0309
O	9.4546	4.188	10.3029	0.077	0.0148	-0.0904
O	-5.9596	7.5983	23.2002	-0.0152	0.021	0.07
O	-3.6783	3.0039	10.8467	-0.0165	0.0268	-0.0093
O	-4.0329	1.1714	22.4216	-0.0145	0.0125	0.0272
O	-7.1264	-3.8038	20.1078	-0.0124	0.0062	0.0238
O	7.7919	0.522	12.2651	0.013	-0.0132	-0.047
O	1.6107	-6.4834	24.1097	-0.0106	0.0012	0.0602
O	-2.4853	0.422	12.8203	-0.017	-0.0067	-0.0341
O	-3.7034	-4.0872	15.1632	0.0065	0.0096	-0.0129
O	0.0498	0.1543	12.2229	-0.0111	-0.0074	-0.0264
O	-1.668	1.0633	21.1161	-0.0028	0.0038	0.056
O	1.5787	4.0327	12.9339	-0.0219	0.0122	-0.0157
O	1.891	-1.1611	18.6551	-0.0009	-0.0039	0.0223
O	-2.5908	-0.1855	18.894	-0.0138	0.0153	0.0224
O	-9.568	0.6557	15.9992	0.0301	0.0047	-0.0004
O	1.7675	8.0065	14.2119	-0.0178	-0.0027	-0.0204
O	-4.9887	0.0269	17.8315	-0.0079	-0.0086	0.0052
O	7.9245	9.5157	11.177	-0.009	0.0211	-0.0257
O	1.8028	-5.8946	18.7428	-0.0005	0.0023	0.0096
O	5.7011	5.5372	12.3272	0.0015	0.0165	-0.0608
O	5.3953	0.8752	13.3226	-0.0201	-0.0025	0.0033
O	-8.4183	0.7028	18.4569	0.0042	0.0041	-0.0036
O	-4.7702	4.714	12.6088	0.0058	-0.0293	-0.051
O	-7.7294	2.4402	16.5352	0.0049	0.0072	-0.0158
O	3.2994	3.3714	17.0396	-0.0023	0.0034	-0.005
O	-6.3122	2.9944	18.6306	0.0067	-0.006	0.0112
O	-0.5605	7.6247	15.5146	0.0044	-0.0044	-0.0271
O	7.2017	-2.8568	12.7141	0.0161	-0.0001	-0.0314
O	3.9764	3.5442	12.0158	-0.0317	0.0096	-0.0285
O	-10.3285	7.5812	23.2001	0.0023	0.0286	0.0361
O	2.3021	1.5224	12.2279	-0.0062	0.0238	-0.0414
O	-6.244	-0.1027	23.0853	-0.0136	0.0277	0.0279
O	-0.5113	8.6978	17.9353	-0.0034	0.0073	0.0023
O	-7.1166	-0.2229	16.3565	0.0019	0.0059	-0.0187
O	-5.0392	9.4266	12.1075	0.0242	-0.0077	-0.0425
O	-5.2698	-5.9368	16.2172	0.0104	0.0049	-0.019
O	-3.5716	-1.7386	13.9561	-0.0021	-0.0129	-0.031
O	0.5386	5.1416	21.1497	0.0033	0.0039	0.0385
O	2.0234	8.5612	9.9069	-0.0005	0.0109	-0.0409
O	6.5196	2.914	12.1292	0.0151	-0.0102	-0.0337
O	0.4042	-3.2639	19.4304	0.0114	0.0067	0.0185
O	6.4734	8.0431	12.8278	-0.0099	0.0116	-0.0555

Results
free energy: -270674.405 eV
free energy less fixed offsets of O -568.88, Si -635.61 eV per atom: -11.205 eV

The program warned: the cutoff lies below the one the program advises for these potential files; the forces do not sum to zero within the program's tolerance; the exchange-correlation potential is rough where the density is thin.
